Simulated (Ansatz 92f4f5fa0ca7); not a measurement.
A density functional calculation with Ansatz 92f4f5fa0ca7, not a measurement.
Periodic cell of 215 atoms, Si131O82As2, from a study of silicon, its oxide and their interface. The atomic structure is a simulated model.
Doubt: the cutoff is far below the 930 eV that the study's wrapper takes by default for these files, so forces and energies are approximate.
This geometry differs little from another in the collection (a relaxation step or a small displacement).

Settings: functional PBE; potential files Ansatz PAW; basis plane waves; wave-function cutoff 580 eV; density cutoff ratio 5; exchange-correlation grid ratio 1; k mesh 1 x 1 x 1, Gamma-centred; self-consistency stop 5e-08 eV per atom in the density residual; occupations fixed; spin none; net charge 0.

Cell vectors (angstrom)
a, 10.938, 0, 0
b, 0, 10.938, 0
c, 0, 0, 31.5432

Atoms: element, x, y, z (angstrom)
Si, 10.4433, 0.5542, 24.3371
Si, 6.0414, 10.4877, 24.1427
Si, 2.1394, 3.227, 24.0742
Si, 8.7055, 2.2352, 24.2869
Si, 0.5022, 5.0297, 24.156
Si, 5.0595, 5.8764, 24.1881
Si, 3.3957, 7.6279, 24.1599
Si, 7.8328, 8.8129, 23.9842
Si, 1.3423, 1.4706, 25.4571
Si, 6.9162, 1.2937, 25.4821
Si, 4.0262, 4.0919, 25.3244
Si, 9.6607, 4.0812, 25.404
Si, 1.4896, 6.8013, 25.3563
Si, 6.8952, 6.9389, 25.2402
Si, 4.2234, 9.5207, 25.3315
Si, 9.5238, 9.6307, 25.4358
Si, 2.7812, -0.0046, 26.6424
Si, 8.2173, -0.0247, 26.9298
Si, 0.0104, 2.7677, 26.9052
Si, 5.4529, 2.7272, 26.6615
Si, 2.7551, 5.4385, 26.8265
Si, 8.2274, 5.5128, 26.6241
Si, 0.0396, 8.1995, 26.6482
Si, 5.545, 8.1952, 26.7845
Si, 4.1127, 1.3606, 28.0715
Si, 9.5813, 1.3775, 28.221
Si, 1.3818, 4.1277, 28.2176
Si, 6.8377, 4.128, 28.0249
Si, 4.1423, 6.8302, 28.1334
Si, 9.5942, 6.8437, 28.0547
Si, 1.395, 9.5761, 28.0464
Si, 6.8327, 9.5479, 28.2166
Si, 0.0318, -0.0215, 29.4954
Si, 5.4511, 0.0129, 29.5025
Si, 2.7547, 2.715, 29.4974
Si, 8.1746, 2.7685, 29.4867
Si, -0.0184, 5.4958, 29.5057
Si, 5.4907, 5.455, 29.4824
Si, 2.7412, 8.2053, 29.4678
Si, 8.2312, 8.1771, 29.5
Si, 1.3673, 1.3673, 30.8594
Si, 6.8362, 1.3673, 30.8594
Si, 4.1018, 4.1018, 30.8594
Si, 9.5708, 4.1018, 30.8594
Si, 1.3673, 6.8362, 30.8594
Si, 6.8362, 6.8362, 30.8594
Si, 4.1018, 9.5708, 30.8594
Si, 9.5708, 9.5708, 30.8594
Si, 2.7345, 0, 0.6835
Si, 8.2035, 0, 0.6835
Si, 0, 2.7345, 0.6835
Si, 5.469, 2.7345, 0.6835
Si, 2.7345, 5.469, 0.6835
Si, 8.2035, 5.469, 0.6835
Si, 0, 8.2035, 0.6835
Si, 5.469, 8.2035, 0.6835
Si, 4.0984, 1.3684, 2.0447
Si, 9.5272, 1.3957, 2.0465
Si, 1.3199, 4.1434, 2.0553
Si, 6.832, 4.1038, 2.0466
Si, 4.0711, 6.8744, 2.0446
Si, 9.586, 6.8219, 2.0566
Si, 1.3476, 9.577, 2.0465
Si, 6.8224, 9.5799, 2.0656
Si, -0.0554, 0.0046, 3.3673
Si, 5.4438, 0.0107, 3.4607
Si, 2.6852, 2.7404, 3.3427
Si, 8.1765, 2.7538, 3.4679
Si, -0.0325, 5.4849, 3.5236
Si, 5.4433, 5.4889, 3.3571
Si, 2.6877, 8.2149, 3.4554
Si, 8.218, 8.1962, 3.3893
Si, 1.2755, 1.401, 4.6792
Si, 6.7946, 1.3988, 4.8433
Si, 4.0215, 4.1507, 4.6567
Si, 9.5138, 4.1042, 4.9153
Si, 1.329, 6.8893, 4.9136
Si, 6.8472, 6.8242, 4.7212
Si, 4.0128, 9.6173, 4.8215
Si, 9.5498, 9.5711, 4.7761
Si, 2.5816, 0.0666, 6.1111
Si, 8.2112, 0.035, 6.1697
Si, -0.0303, 2.6855, 6.1985
Si, 5.3496, 2.8099, 6.062
Si, 2.7173, 5.451, 6.1746
Si, 8.13, 5.5002, 6.2498
Si, -0.0568, 8.275, 6.276
Si, 5.4134, 8.1758, 6.0427
Si, 3.46, 1.9617, 7.182
Si, 10.0287, 0.8559, 7.4516
Si, 1.7538, 3.6619, 7.388
Si, 6.2161, 4.5464, 7.3869
Si, 4.6331, 6.324, 7.2444
As, 9.2802, 7.0996, 7.7116
Si, 0.873, 10.1444, 7.5342
As, 7.353, 8.9563, 7.251
O, 4.6469, 6.6622, 8.8581
O, 1.4492, 3.8538, 9.008
O, 10.4064, 6.0204, 8.8158
O, 1.3054, 10.113, 9.1579
O, 6.0329, 4.2045, 9.012
O, 3.6829, 1.6828, 8.7815
O, 7.0678, 8.9314, 9.0738
O, 9.6608, 1.1067, 9.0419
O, 8.2543, 2.4953, 22.7217
O, 10.9908, 5.5129, 22.6353
O, 5.6186, 0.0817, 22.6385
O, 5.3107, 5.3777, 22.6267
O, 2.189, 2.7723, 22.4724
O, 3.3312, 7.8183, 22.509
O, 8.3923, 8.7162, 22.4081
O, -0.1244, 11.1836, 22.764
Si, 2.2188, 2.8058, 12.8842
Si, 8.6964, 1.322, 10.332
Si, 1.0962, 4.4045, 15.3059
Si, 7.6514, 5.5628, 12.1124
Si, 2.4285, 8.1305, 21.1971
Si, 5.5137, 7.8171, 12.4038
Si, 9.3371, 0.3779, 15.4805
Si, 2.9633, -0.1135, 16.6606
Si, 10.5029, 1.037, 12.5635
Si, 7.7716, 2.7836, 21.2081
Si, 9.1922, 8.703, 14.4541
Si, 1.6336, 4.6261, 10.4353
Si, 4.5123, 9.4073, 19.1368
Si, 11.0797, 6.0565, 21.1039
Si, 6.6871, 10.3656, 14.8625
Si, 5.3982, 0.6875, 21.1531
Si, 2.3582, 9.7859, 10.3806
Si, 0.4511, 10.6039, 21.3793
Si, 5.8617, 5.2267, 21.114
Si, 3.6983, 7.0472, 10.1023
Si, 9.0784, 5.618, 14.8261
Si, 3.666, 4.0578, 19.068
Si, 10.0566, 3.612, 19.2998
Si, 4.3319, 8.6121, 15.3332
Si, 0.5044, 1.8547, 17.1587
Si, 6.8363, 7.4869, 19.2345
Si, 5.306, 3.5677, 16.7456
Si, 7.8246, 4.9654, 17.5079
Si, 6.6418, 9.9495, 10.2697
Si, 4.3884, 1.0638, 10.0775
Si, 0.0005, 8.978, 11.8775
Si, 9.1187, 8.6038, 20.9349
Si, 4.6282, 1.5793, 14.6178
Si, 2.4639, 2.0602, 21.0299
Si, 6.3447, 3.3481, 10.366
Si, 3.4616, 5.851, 16.6718
Si, 10.1647, 6.2761, 10.4073
O, 0.1473, 2.5606, 18.5867
O, 3.0018, 9.5856, 15.5519
O, 10.8694, 4.761, 20.1364
O, 7.6357, 2.4714, 9.9313
O, 11.173, 5.1747, 11.113
O, 6.7795, 6.8252, 12.6837
O, 10.4676, 7.867, 10.7779
O, 7.7257, 9.3786, 13.9996
O, 8.6182, 5.9891, 10.8691
O, 5.371, 10.4125, 20.0819
O, 2.3772, 3.5522, 11.4337
O, 8.0032, 8.5173, 19.743
O, 6.2563, 6.6956, 20.5435
O, 5.5792, 2.6493, 15.4252
O, 1.3158, 0.9059, 20.7
O, 6.0364, 9.1286, 11.5581
O, 4.6694, 4.9235, 16.0937
O, 6.6352, 3.8619, 17.6486
O, 10.4718, 10.5403, 11.7702
O, 5.649, 0.4166, 14.0189
O, 8.0371, 5.0307, 15.9082
O, 9.8119, 9.7413, 15.5639
O, -0.3739, 5.0447, 15.1138
O, 1.5808, 6.7851, 20.7982
O, 1.5466, 0.5677, 17.1713
O, 6.6136, 1.7129, 20.7792
O, 1.0764, 1.6257, 12.7662
O, 3.2333, 5.4452, 18.2653
O, 9.5768, 1.941, 11.5694
O, 1.0831, 3.0437, 16.2064
O, 8.6095, 5.1161, 13.3532
O, 10.3169, 8.4728, 13.2919
O, 1.4705, 9.3662, 21.6436
O, 10.0911, 9.9116, 20.6128
O, 3.2201, 0.1802, 10.8471
O, 5.1265, 2.3302, 10.8327
O, 1.7258, 3.9889, 13.8759
O, 7.8998, 10.8863, 10.7497
O, 9.1846, 4.4207, 18.1925
O, 5.7089, 9.4193, 15.7928
O, 5.5235, 0.0006, 9.6223
O, 3.6449, 2.173, 13.4378
O, 2.0331, 5.5736, 15.9429
O, 9.7721, 0.9621, 14.0162
O, 4.4763, 6.9444, 11.5126
O, 4.7403, 4.501, 20.2004
O, 10.0133, 1.2797, 16.6272
O, 6.6689, 4.3483, 11.6192
O, 5.6158, 8.3425, 18.5649
O, 9.0799, 2.6989, 20.2406
O, 3.6941, 1.0728, 15.8445
O, 4.2572, 3.0377, 17.9094
O, 9.9322, 7.1892, 20.8863
O, 3.306, 8.6005, 9.7996
O, 3.972, 7.3578, 16.318
O, 7.707, 0.3998, 15.7071
O, 8.9885, 7.2284, 15.0679
O, 3.9476, 1.4076, 21.1038
O, 1.6254, 9.1423, 11.7084
O, 2.4788, 5.9934, 10.1701
O, 7.4027, 6.4137, 18.1392
O, 7.2075, 4.3093, 21.1059
O, 4.6745, 8.2037, 13.7715
O, 3.3684, 8.5728, 19.9524
O, 2.5027, 3.216, 19.8585
O, 3.7589, 10.2769, 17.9798

Results
free energy: -139623.916 eV
free energy less fixed offsets of As -4856.12, O -568.88, Si -635.61 eV per atom: 1.394 eV

Forces (eV/angstrom), in the order of the atoms: element, x, y, z
Si, 0.0026, -0.0041, -0.0048
Si, 0.0006, -0.0034, -0.002
Si, -0.0002, -0.0003, -0.0018
Si, 0.0045, -0.0006, -0.0044
Si, 0.0004, -0.0028, -0.0016
Si, -0.0005, 0.0013, -0.0021
Si, -0.0014, 0, -0.0019
Si, -0.0013, 0.0005, -0.0027
Si, 0.0037, -0.0026, -0.003
Si, -0.0037, 0.0017, -0.0063
Si, 0.0033, -0.0031, -0.0015
Si, -0.0024, 0.0029, -0.0041
Si, -0.0012, -0.0003, -0.003
Si, 0.0029, -0.0027, 0.0007
Si, -0.0007, 0.0018, -0.001
Si, 0.0047, -0.0018, -0.0045
Si, 0.0001, -0.0026, 0.0053
Si, 0.0011, -0.0019, -0.0033
Si, 0.0009, -0.0012, -0.0033
Si, 0.0002, -0.0002, 0.0042
Si, -0.0003, -0.0011, -0.0022
Si, -0.0017, -0.0007, 0.0061
Si, 0.0002, -0.0007, 0.0047
Si, 0.0016, -0.0011, -0.0008
Si, -0.0008, -0.0016, -0.0039
Si, 0.0018, -0.0013, 0.0094
Si, -0.0005, 0.0007, 0.0099
Si, -0.0011, 0.0023, -0.0052
Si, 0.0041, -0.0027, 0.0001
Si, 0.0017, -0.0014, -0.0052
Si, 0.0017, 0, -0.0055
Si, -0.0004, -0.0017, 0.0096
Si, -0.0003, 0.0012, -0.0012
Si, 0.0027, -0.0039, -0.0026
Si, -0.0005, 0.0009, -0.0023
Si, 0.0026, -0.0022, -0.0013
Si, 0.002, -0.0011, -0.0048
Si, 0.0012, 0.001, -0.0002
Si, 0.0007, 0.0012, -0.0007
Si, 0.0012, 0.0001, -0.0064
Si, 0.1797, -0.1093, 0.088
Si, -0.1209, 0.116, -0.066
Si, 0.1668, -0.1123, -0.0128
Si, -0.1576, 0.0972, -0.0313
Si, 0.0304, 0.197, -0.0843
Si, 0.1567, -0.1715, 0.038
Si, -0.1257, 0.0346, -0.0529
Si, 0.1539, -0.1475, 0.0357
Si, -0.0079, -0.0969, 0.0586
Si, -0.1917, 0.1061, -0.03
Si, -0.1984, 0.1266, -0.0021
Si, 0.056, -0.04, 0.0267
Si, -0.1585, 0.1356, 0.0032
Si, 0.0683, -0.0398, 0.0867
Si, 0.055, -0.0783, 0.0221
Si, -0.0788, 0.1768, -0.0349
Si, -0.0027, 0.0022, -0.0024
Si, 0.012, -0.0055, 0.0039
Si, 0.0039, -0.005, -0.0051
Si, -0.0082, -0.0017, 0.0087
Si, 0.0017, -0.0159, 0.0056
Si, -0.0018, 0.0057, -0.0007
Si, 0.0053, 0.0047, 0.0068
Si, 0.0048, -0.0038, -0.0108
Si, -0.016, -0.0059, -0.0174
Si, 0.0069, -0.0052, -0.0075
Si, -0.0103, 0.0089, -0.0112
Si, 0.0202, 0.0104, 0.0001
Si, 0.0077, -0.0093, -0.0053
Si, 0.0066, 0.0129, -0.0175
Si, -0.0163, -0.0165, -0.0012
Si, -0.0134, 0.0083, -0.0156
Si, 0.0097, -0.0082, -0.0034
Si, -0.0303, -0.0074, 0.0112
Si, 0.0107, -0.0013, -0.0004
Si, 0.0108, -0.0068, -0.0142
Si, 0.0046, -0.0123, -0.0082
Si, 0.0055, -0.0024, 0.0054
Si, 0.0112, 0.0222, 0.0154
Si, 0.0052, -0.0064, 0.0012
Si, -0.008, 0.0038, 0.0114
Si, -0.0244, -0.0659, 0.0475
Si, -0.0013, 0.0104, -0.0018
Si, -0.0028, 0.0072, 0.015
Si, -0.0202, -0.0064, -0.0022
Si, -0.0331, -0.0079, 0.0084
Si, 0.0075, 0.0305, 0.0421
Si, 0.0504, 0.0208, 0.0273
Si, 0.0043, -0.0072, -0.0253
Si, 0.0156, 0.0026, 0.0254
Si, 0.023, -0.0149, -0.0261
Si, 0.0141, -0.0063, -0.0184
Si, 0.0055, -0.0129, 0.0313
As, -0.0221, 0.0613, 0.0277
Si, 0.0053, -0.0208, -0.0195
As, -0.0115, 0.0192, -0.0666
O, 0.006, -0.0035, -0.0208
O, -0.0111, 0.0054, 0.0107
O, -0.0027, -0.0262, -0.075
O, 0.0035, 0.0029, 0.0058
O, -0.0037, -0.0001, 0.0013
O, -0.0244, 0.02, -0.0224
O, 0.016, -0.0086, -0.0528
O, 0.0008, 0.001, -0.0084
O, 0.0029, -0.002, 0.0009
O, 0.0019, -0.0013, -0.0012
O, 0.0005, 0.0009, -0.0061
O, 0.0004, 0.0006, 0.002
O, 0.0003, 0.0005, 0.0018
O, 0.0005, -0.0011, -0.0013
O, 0.0001, -0.0016, 0.0018
O, 0.0015, -0.0022, -0.0013
Si, 0.0071, -0.0138, 0.0051
Si, 0.0111, 0.007, -0.0037
Si, -0.0006, -0.0036, 0.001
Si, -0.0154, -0.0012, -0.0023
Si, 0.0012, -0.0004, 0.0025
Si, 0.012, -0.0073, 0.0106
Si, 0.0018, -0.0005, -0.002
Si, -0.0015, -0.0051, -0.0009
Si, 0.005, 0.0018, -0.0037
Si, -0.0026, -0.0005, 0.0051
Si, 0.0056, -0.0002, -0.0001
Si, 0.0156, 0.0058, 0.0204
Si, 0.0006, -0.0014, -0.0003
Si, -0.001, 0.0009, 0.0037
Si, -0.0032, -0.0011, 0.0008
Si, 0.0025, -0.0025, 0.0062
Si, -0.0042, -0.0016, -0.0091
Si, -0.001, -0.0022, 0.0071
Si, 0.0027, -0.0032, 0.0028
Si, 0.0012, 0.0128, -0.0029
Si, -0.0002, -0.0014, -0.0029
Si, 0.0021, -0.001, -0.0001
Si, 0.0012, 0.0001, -0.0017
Si, -0.0029, -0.0036, 0.0009
Si, 0.002, -0.0017, -0.0026
Si, 0.0018, -0.0014, -0.0006
Si, 0.0028, -0.0022, -0.0026
Si, 0.0013, -0.0011, -0.0045
Si, -0.0024, 0.0057, 0.0164
Si, -0.002, 0.0009, 0.0288
Si, -0.0006, 0.0188, 0.0171
Si, 0.0014, -0.0018, 0.0016
Si, 0.0006, 0.0007, -0.0034
Si, 0.0014, -0.0015, 0.0018
Si, -0.0065, -0.0037, -0.0013
Si, -0.0002, 0.0004, -0.0029
Si, 0.019, 0.0088, 0.036
O, -0.0001, -0.0009, 0.0001
O, 0.0002, -0.0002, 0.0008
O, 0.0013, -0.0019, -0.0014
O, -0.0033, 0.0023, -0.0067
O, 0.0076, -0.0302, 0.0231
O, -0.0126, 0.0144, -0.0065
O, -0.0183, -0.0128, -0.0136
O, -0.0012, -0.0004, 0.0002
O, 0.0012, 0.0076, 0.0074
O, 0.0008, 0.0002, 0.0007
O, -0.001, 0.0071, -0.0149
O, 0.0016, 0.0001, 0.0008
O, 0.0008, -0.0022, -0.0002
O, 0.0003, -0.0023, 0.0001
O, 0.0017, -0.0012, -0.0006
O, 0.0015, 0.0053, 0.0135
O, 0.0021, -0.0028, -0.0011
O, 0.0022, -0.0013, 0.002
O, -0.0093, -0.0007, -0.0003
O, 0.0015, -0.0037, 0.0015
O, 0.003, 0.0013, 0.0004
O, -0.0002, 0.0017, 0.0003
O, -0.0055, 0.0017, 0.0005
O, 0.0021, -0.0004, -0.0015
O, 0.0008, -0.0004, 0.0004
O, 0.0005, -0.0028, -0.0026
O, 0.0006, -0.0008, -0.0001
O, 0.0002, -0.0019, 0.0015
O, 0.0055, -0.0008, 0.0064
O, 0.0003, -0.0013, 0.0017
O, 0.0165, -0.008, 0.0176
O, -0.0015, -0.0019, -0.0021
O, 0.0004, 0.0011, -0.0045
O, 0.0021, -0.0011, -0.0001
O, -0.0028, -0.0071, 0.005
O, 0.0101, 0.0093, 0.0077
O, -0.0025, 0.0039, -0.0006
O, -0.0059, -0.0159, 0.0058
O, 0.002, -0.0033, 0.0011
O, 0.0069, 0.0061, 0.0044
O, 0.0194, -0.0168, -0.0024
O, 0.0066, -0.0029, 0.0028
O, 0.0053, 0.0037, 0.0032
O, -0.0025, -0.002, 0.0063
O, -0.0072, -0.0131, -0.0014
O, 0, -0.0025, -0.0023
O, 0.001, -0.0004, 0.0009
O, 0.0009, 0.0024, 0.0007
O, -0.0006, -0.0002, -0.001
O, 0.0006, -0.0018, -0.0004
O, 0.0021, 0.0003, -0.002
O, -0.0012, -0.0017, 0.0018
O, 0.0003, -0.0006, -0.0015
O, 0.0009, -0.003, -0.0028
O, -0.0008, -0.0047, 0.0058
O, 0.0004, -0.0026, -0.0003
O, -0.0009, -0.0109, 0.0003
O, -0.0003, -0.0023, -0.0019
O, 0.025, -0.0001, 0.0042
O, -0.0006, -0.0102, -0.0056
O, 0.0017, -0.0017, -0.0007
O, 0.0002, 0.0012, -0.0011
O, 0.0054, 0.0001, -0.008
O, 0.0002, -0.0031, 0.0014
O, 0.0007, -0.0015, 0.0003
O, 0.0019, -0.0002, 0.0015

The program warned: the cutoff lies below the one the program advises for these potential files; the forces do not sum to zero within the program's tolerance; the exchange-correlation potential is rough where the density is thin.
